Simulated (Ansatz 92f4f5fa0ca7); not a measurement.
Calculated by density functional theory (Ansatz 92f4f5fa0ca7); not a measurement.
Periodic cell of 296 atoms, Si152O112H32, with a vacuum gap, from a study of silicon, its oxide and their interface. The atomic structure is a simulated model.

Settings: functional r2SCAN; potential files Ansatz PAW; basis plane waves; wave-function cutoff 800 eV; density cutoff ratio 5; exchange-correlation grid ratio 1; k mesh 1 x 1 x 1, shifted by 0.5 0.5 0 of a step; self-consistency stop 1e-11 eV per atom in the density residual; occupations fixed; spin none; net charge 0; applied field sawtooth along c, amplitude +0.015 V/angstrom in the program's sign convention, ramp centred at 0.9899 of c and 0.0201 of c wide, no dipole correction.

Cell vectors (angstrom)
a 10.888 0 0
b 0 10.888 0
c 0 0 49.6302

Atoms and the computed forces on them: element, x, y, z (angstrom), force x, y, z (eV/angstrom)
Si -0.3097 0.2936 34.6187 -0.0042 0.0052 0.0468
Si 2.8701 2.5129 34.6719 0.0048 -0.0028 0.0419
Si -0.2165 5.7416 34.5878 -0.0014 0.0072 0.0429
Si 3.2259 8.0078 34.6344 0.0003 -0.0039 0.046
Si 5.2338 0.3188 34.7361 -0.002 0.006 0.0467
Si 8.4946 2.6354 34.5218 0.0021 -0.0063 0.0435
Si 5.2578 5.6085 34.5403 -0.0054 0.003 0.0443
Si 8.384 7.9794 34.7125 0.0044 -0.0025 0.0452
Si 1.3104 1.3523 35.9594 0.0032 0.0011 -0.0074
Si 4.0384 4.1404 35.8946 0.0001 0.002 -0.0038
Si 1.4599 6.8952 35.7901 -0.0023 0.0004 -0.0017
Si 4.214 9.5506 36.0519 0 -0.0008 -0.0064
Si 6.8951 1.4834 35.8664 -0.003 -0.0004 -0.0036
Si 9.6139 4.1227 35.9316 0.0002 -0.0006 -0.0038
Si 6.8053 6.7613 35.9308 0.0041 0.002 -0.0076
Si 9.4771 9.6185 35.9563 -0.0014 0.0007 -0.0068
Si 0.0381 2.7664 37.3254 0.0036 -0.0036 -0.0093
Si 2.7024 -0.0221 37.3003 -0.0043 -0.0022 -0.0135
Si 0.0531 8.2221 37.2037 0.001 0.0071 -0.0126
Si 2.7098 5.5108 37.2532 0.0028 -0.0018 -0.0113
Si 5.4593 2.7843 37.2307 -0.0021 0.0018 -0.0102
Si 8.1401 0.0765 37.3067 0.0012 -0.0029 -0.0123
Si 5.5387 8.1611 37.3593 -0.0012 0.0027 -0.0127
Si 8.1771 5.4189 37.284 -0.005 -0.0006 -0.0122
Si 1.3929 4.1359 38.6469 0.0009 0.0058 0.0016
Si 4.1007 1.3839 38.5867 0.006 -0.0002 0.0083
Si 1.3577 9.5227 38.6613 0.0036 -0.002 0.0004
Si 4.0908 6.8214 38.6417 -0.0026 0.0061 0.0051
Si 6.801 4.0896 38.6477 0.0042 -0.0006 0.0038
Si 9.5321 1.4032 38.6513 -0.0042 0 0.0079
Si 6.8495 9.5642 38.6844 -0.0047 0.0021 0.0034
Si 9.566 6.8346 38.5677 0.005 0.0009 0.0096
Si -0.0016 0.0165 39.994 0.0084 -0.0133 0.0172
Si 2.7491 2.7427 39.969 0.0048 -0.0076 0.022
Si -0.0034 5.4731 39.9793 0.0007 -0.0074 0.0231
Si 2.7211 8.1622 40.0097 -0.0093 0.0038 0.0149
Si 5.4327 0.0162 39.9889 -0.0067 0.0019 0.0191
Si 8.1485 2.7281 40.0098 -0.003 -0.004 0.0192
Si 5.4435 5.4508 39.996 -0.0101 0.0025 0.0199
Si 8.2255 8.1816 39.9812 -0.0107 0.0096 0.0248
Si 1.3749 1.3783 41.3237 -0.0026 0.0058 0.1706
Si 4.0867 4.0829 41.3559 0.0161 0.0217 0.191
Si 1.3541 6.8034 41.3661 0.0273 0.0241 0.1826
Si 4.084 9.5327 41.3464 -0.0002 -0.0083 0.158
Si 6.7963 1.3564 41.3655 0.0003 0.0015 0.1829
Si 9.5183 4.1024 41.3324 0.0061 0.0022 0.1701
Si 6.8254 6.8196 41.3149 0.0024 -0.0035 0.1777
Si 9.5489 9.5358 41.3666 0.0031 0.0124 0.1903
Si -0.0087 2.7261 42.6719 0.0707 0.0318 0.2863
Si 2.7132 -0.0005 42.6876 0.0429 0.0316 0.3207
Si 0.0025 8.1692 42.7275 0.0648 0.0075 0.3164
Si 2.7114 5.4289 42.7149 0.0281 0.0464 0.2749
Si 5.4194 2.7058 42.7153 0.1241 0.071 0.3317
Si 8.1607 -0.0145 42.7167 0.0058 0.0497 0.2778
Si 5.4568 8.1564 42.6804 -0.0209 0.1189 0.2817
Si 8.1505 5.4476 42.6875 0.0687 0.0449 0.3201
Si 1.3377 4.0565 6.9336 -0.072 -0.0569 -0.2677
Si 4.0578 1.3313 6.947 -0.0737 -0.0917 -0.2484
Si 1.3795 9.5281 6.9403 0.0065 -0.0084 -0.2903
Si 4.0908 6.8015 6.9191 -0.0443 -0.0037 -0.2696
Si 6.7762 4.0868 6.9109 -0.0577 -0.0999 -0.3698
Si 9.5386 1.3592 6.9201 -0.0223 -0.0132 -0.2659
Si 6.7985 9.4968 6.9393 -0.0808 -0.0377 -0.2687
Si 9.5002 6.7996 6.9297 -0.0285 -0.0793 -0.3221
Si 0.0212 0.0013 8.2894 -0.0141 -0.0099 -0.1868
Si 2.6702 2.6705 8.3013 0.0083 0.0058 -0.1839
Si -0.0254 5.4366 8.2677 0.007 0.0061 -0.1678
Si 2.7491 8.1628 8.2912 -0.0256 -0.0176 -0.1802
Si 5.4073 -0.0641 8.2894 -0.0031 -0.0059 -0.1714
Si 8.1263 2.7073 8.2356 -0.0208 -0.0314 -0.1846
Si 5.4134 5.4244 8.2916 -0.0199 -0.0129 -0.1827
Si 8.1422 8.1348 8.3165 0.0031 0.0098 -0.1778
Si 1.355 1.3154 9.7319 -0.0077 0.0016 -0.029
Si 4.0296 4.0425 9.6136 0.0051 0.0069 -0.0133
Si 1.3713 6.7887 9.5978 -0.0054 0.0002 -0.0122
Si 4.075 9.4913 9.732 0.0099 -0.0008 -0.0287
Si 6.781 1.3101 9.5741 0.0035 0.0101 -0.0125
Si 9.4582 4.0828 9.581 0.0032 0.0057 -0.0201
Si 6.7404 6.7883 9.6809 0.0071 -0.0062 -0.0319
Si 9.562 9.5032 9.6071 0.003 -0.0009 -0.0135
Si -0.1246 2.7079 10.9343 -0.0062 -0.0004 -0.013
Si 2.7406 -0.052 11.1507 -0.0043 -0.0058 -0.0105
Si 0.0791 8.1777 10.9619 -0.0083 -0.0059 -0.0035
Si 2.6579 5.3913 10.9752 -0.0026 0.0033 -0.0027
Si 5.379 2.6338 10.9063 0.008 0.0023 0.0001
Si 8.1637 -0.0399 10.9105 -0.0032 0.0004 -0.0056
Si 5.3951 8.1014 11.1305 -0.0066 0.0025 -0.0114
Si 8.1144 5.4134 10.9811 0.0042 -0.0087 -0.0117
Si 1.127 4.1224 12.2664 0.0073 0.0078 0.0175
Si 4.2163 1.2572 12.4626 0.0072 0.0108 0.0049
Si 1.3901 9.47 12.5183 -0.0081 -0.0038 0.0084
Si 3.9792 6.6808 12.4438 -0.0031 -0.0104 0.0087
Si 6.7431 3.956 12.2356 -0.0134 -0.0079 0.0123
Si 9.4399 1.3495 12.3204 -0.0014 -0.0112 0.01
Si 6.8667 9.5075 12.3555 0.0109 0.0097 0.0084
Si 9.5167 6.8393 12.2088 0.0085 0.0068 0.0103
Si -0.2198 -0.1164 13.6541 0.003 0.0112 0.0277
Si 3.19 2.6227 14.0566 -0.0052 -0.0057 0.0417
Si 0.0116 5.6469 13.6204 -0.0117 -0.0036 0.0296
Si 2.3772 7.7261 13.8611 0.0039 -0.0017 0.0359
Si 6.0725 0.4016 13.6055 -0.0109 -0.0154 0.0365
Si 7.6151 2.2276 13.546 0.0081 0.0198 0.0353
Si 5.1815 5.0145 13.5888 0.0127 0.0051 0.0317
Si 8.5704 8.4561 13.5535 -0.006 -0.0099 0.0294
Si -10.1575 5.9646 31.8036 -0.0063 -0.001 0.0727
Si -10.7671 11.6129 21.3876 -0.0071 0.0062 0.0807
Si -2.2121 7.3468 20.7265 -0.0142 0.0043 0.0858
Si -4.4245 -15.5994 22.3406 0.0024 0.002 0.0707
Si 27.8934 29.0247 27.7685 -0.0115 -0.0085 0.075
Si 8.0682 18.7045 16.4255 0.0148 -0.0031 0.0636
Si 10.3887 4.3628 16.4584 0.006 0.0057 0.0741
Si 3.2642 2.3958 26.713 -0.0043 0.0105 0.0788
Si 32.2898 -3.661 23.1626 0.0075 0.0066 0.0808
Si 4.059 4.2009 21.7584 0.0067 -0.0004 0.0731
Si -4.7843 9.9707 16.4684 -0.001 -0.005 0.0827
Si 3.8906 7.746 16.6289 0.0013 0.0059 0.0889
Si 5.6808 31.1342 25.5121 -0.0025 -0.0025 0.091
Si 7.5669 46.7661 16.6263 -0.0044 -0.0086 0.0883
Si 4.8227 0.2036 31.8198 -0.0019 -0.001 0.0724
Si 30.3584 26.9641 24.4093 0.001 -0.0093 0.049
Si 28.4936 11.8398 18.6393 0.0038 -0.0011 0.1006
Si 26.3987 26.4953 28.1268 0.003 0.0007 0.0637
Si 11.3386 33.9616 25.8763 0.0077 -0.0102 0.0676
Si 9.5433 13.1877 23.6274 0.0009 0.0113 0.0719
Si -19.8893 8.7755 27.8672 0.0003 -0.0123 0.0502
Si 22.2906 -26.5588 28.9024 0.0078 -0.0107 0.0769
Si -6.5679 29.9904 23.0936 0.0107 0.0075 0.0759
Si 15.2078 -11.0626 27.7714 0.0114 -0.0033 0.0766
Si 4.3584 1.9468 23.9228 0.0028 0.0021 0.081
Si 25.9115 34.5031 19.9701 -0.0129 0.0079 0.08
Si 7.0615 11.2471 23.4795 -0.008 0 0.0777
Si -3.2881 29.2864 31.9056 0.0051 -0.0013 0.0684
Si 13.8645 10.9179 22.3232 0.0045 -0.0084 0.0785
Si 4.9405 -2.6972 30.6003 -0.0074 0.0041 0.0683
Si 1.7193 11.5134 18.8482 0.004 0.0048 0.0972
Si 10.2282 21.0733 27.6244 -0.0139 -0.0087 0.0722
Si 18.1191 14.4189 29.301 -0.0068 -0.0033 0.0742
Si 19.6567 9.6674 30.2098 0.0014 -0.0096 0.0616
Si -8.55 -2.4684 31.8766 -0.0004 0.0054 0.0608
Si 24.096 12.8882 31.765 -0.0038 0.0018 0.0643
Si -0.4935 6.8369 18.2042 0.0008 0.0124 0.0912
Si 22.3179 9.2358 25.3596 0.0054 0.0052 0.0825
Si -4.9354 16.5934 16.3766 -0.0002 0.002 0.0626
Si -8.7883 19.2612 19.122 -0.0053 0.0003 0.0941
Si 8.268 21.1667 20.7666 -0.0002 -0.0057 0.0861
Si 22.2593 -0.2291 31.7206 0.0092 0.0055 0.0815
Si 24.3204 4.4509 30.077 -0.0069 -0.0108 0.0667
Si 12.037 23.4099 16.0072 -0.005 -0.0093 0.0918
Si 18.0906 4.5634 32.3323 -0.0014 -0.0023 0.0753
Si 8.6861 27.272 27.5772 0.0078 0.0011 0.0888
Si 2.2498 28.4018 21.8022 -0.0044 -0.0105 0.0729
Si -4.3386 0.7326 29.7736 0.0002 0.0057 0.0666
O -14.8069 4.03 30.8223 0.0019 -0.0112 -0.0591
O 11.7679 1.318 31.4658 -0.0006 0.0004 -0.0177
O 8.9198 3.995 17.0128 -0.0026 -0.0022 -0.0307
O 5.8422 4.8868 33.179 0.0137 -0.0092 -0.0378
O 14.1604 8.0986 18.0613 0.0247 -0.0096 -0.0684
O -1.3069 -4.2612 19.5959 0.0237 -0.01 -0.0643
O 5.9311 14.7128 28.3909 -0.0128 0.004 -0.03
O 16.7097 12.2918 23.4807 0.0032 -0.0006 -0.038
O -6.9585 14.1235 23.047 -0.0029 0.0183 -0.0379
O 6.3048 -2.5352 26.6089 -0.0033 0.0203 -0.0454
O 9.5947 20.502 14.1326 0.0033 0.0017 -0.0201
O -7.8988 19.789 33.2788 -0.0071 0.0037 -0.0488
O -0.3665 34.9245 24.8952 -0.017 0.0069 -0.0527
O 1.6317 9.6676 31.1466 -0.0018 0.0014 -0.0209
O 4.0893 12.3394 34.5106 0.0002 -0.0025 -0.0288
O 30.2185 15.937 26.0265 0.0012 -0.0032 -0.0903
O 3.1048 1.4726 18.7857 -0.0117 -0.0049 -0.0324
O 11.6253 7.8067 18.5137 -0.0096 -0.0089 -0.0349
O -11.9497 27.9718 24.1843 0.0086 0.0105 -0.0457
O 16.7178 10.7498 17.8434 -0.0053 -0.0216 -0.0508
O 13.7636 -2.8857 15.3953 -0.0184 0.0003 -0.0639
O 22.2185 13.9405 16.359 0.0008 -0.0024 -0.0349
O 6.2889 15.0842 16.8551 0.0001 0.0069 -0.0313
O 15.07 -6.9862 14.3128 0.001 -0.0006 -0.0253
O 7.4743 12.8221 29.2321 0.0036 0.0038 -0.0219
O 2.6635 12.8129 15.4454 0.02 0.0095 -0.0493
O 8.1565 7.558 14.8411 0.0053 0.01 -0.0634
O 1.8149 3.125 13.3767 -0.0088 0.0022 -0.0197
O -5.2281 18.474 22.434 0.0091 -0.0077 -0.0237
O -4.9886 0.0799 15.2167 -0.0027 0.0181 -0.0642
O -11.3726 1.9559 22.2788 0.0165 -0.019 -0.055
O 45.0886 29.1247 28.576 0.0056 0.0181 -0.0175
O 0.2851 8.452 23.9879 -0.009 -0.0236 -0.0464
O 0.8892 21.6964 25.1112 0.0026 -0.0014 -0.0408
O 4.458 6.2229 16.7428 0.0037 -0.0039 -0.0232
O -22.5709 9.2373 26.3009 0.0071 -0.0071 -0.0447
O -4.0888 -0.8103 24.582 0.0126 0.0167 -0.0403
O 30.7993 9.8171 28.6142 0.0164 0.0073 -0.0544
O 10.2432 15.8808 14.9677 0.0076 0.0153 -0.0619
O 16.9405 27.5099 14.7636 -0.009 -0.0092 -0.0515
O -3.3709 17.1884 21.1234 0.0182 0.0071 -0.0386
O 3.7756 9.5191 22.3194 -0.007 0.0085 -0.0367
O 7.4523 -11.2582 30.5152 -0.0013 0.0041 -0.0169
O 20.7003 10.5458 21.1784 -0.0066 -0.0056 -0.0321
O -12.8989 25.5553 23.6458 0.0012 -0.0084 -0.0263
O -16.0912 34.3261 19.6248 0.0197 -0.0112 -0.046
O -14.1901 6.6108 28.0038 0.0027 -0.0007 -0.0145
O 1.7235 2.1891 26.2981 -0.0111 -0.0053 -0.034
O 11.2143 0.7477 14.9271 -0.0146 -0.022 -0.0444
O 12.0506 -4.2088 14.1426 0.0008 -0.0011 -0.013
O 8.4725 29.924 30.6899 0.0067 0.0128 -0.0232
O 29.5307 13.6015 15.106 -0.0028 -0.0157 -0.0706
O 14.4372 23.0162 27.8127 -0.005 0.0094 -0.0217
O 11.619 6.4773 22.2769 0.0141 -0.0046 -0.0252
O 13.999 7.1633 23.0547 -0.0089 -0.0068 -0.0281
O 25.7262 37.7246 29.5623 0.0126 0.0014 -0.03
O 8.0866 -2.124 20.2135 0.0003 -0.0017 -0.0231
O 0.6856 23.0267 19.95 0.0183 -0.0005 -0.0498
O 29.685 11.2345 19.5259 -0.0187 0.0174 -0.0548
O 4.0441 25.151 20.3882 0.0051 -0.0191 -0.0392
O 20.8819 10.3208 30.9936 -0.0185 -0.0065 -0.0235
O 23.521 30.3576 26.2465 -0.0084 0.0048 -0.0507
O -3.6128 21.4562 22.0216 0.0145 -0.0096 -0.0609
O -9.7396 22.5009 17.347 -0.0106 0.0149 -0.0644
O 7.8431 19.3074 33.2302 -0.009 -0.0024 -0.0447
O 5.5174 18.8103 29.1142 0.0135 -0.0094 -0.0571
O 8.0198 16.8546 32.189 0.0009 0.0053 -0.0293
O 15.1936 13.2163 25.4796 0.012 -0.009 -0.0529
O -12.3395 -14.0138 22.098 -0.0168 0.0001 -0.0457
O 16.3145 5.0203 21.9502 -0.0086 -0.0059 -0.0223
O 23.181 -17.0346 28.9414 -0.0077 0.0055 -0.0274
O 25.1162 22.5536 31.9835 0.0028 -0.0012 -0.017
O 13.2057 -29.8158 33.1576 -0.0041 -0.0054 -0.0528
O 16.9031 7.5089 31.5895 -0.0131 0.0044 -0.0213
O 26.422 19.404 24.6255 -0.0158 -0.0123 -0.0494
O 20.4284 23.2261 34.0589 -0.0008 0.0011 -0.0106
O 3.5217 36.5328 27.3163 -0.0086 -0.0211 -0.0246
O 2.7826 26.923 21.5297 -0.0015 -0.0004 -0.0179
O -10.5612 10.4278 33.3182 0.006 -0.0081 -0.0363
O 14.1466 22.5547 23.7231 -0.0067 -0.0102 -0.0388
O -1.2963 6.9377 34.4027 0.0023 -0.0027 -0.0241
O 9.4837 7.6211 17.1361 -0.0234 0.0068 -0.0352
O 13.5903 24.6685 30.4723 0.0059 0.0162 -0.0309
O 3.7036 33.5601 21.1902 0.0108 0.0174 -0.0519
O 10.3738 0.843 27.1241 0.0112 0.0117 -0.0284
O 21.6708 6.1925 30.4207 -0.0011 0.0023 -0.0437
O 15.9986 -2.1552 16.3042 0.0013 0.0024 -0.032
O -14.3837 12.8382 17.5871 0.0075 0.0231 -0.0529
O -3.8504 17.6072 17.0229 -0.0047 -0.0023 -0.0335
O 8.4977 4.2446 28.5939 0.0094 0.0136 -0.0312
O -5.2123 10.8933 28.6274 -0.0198 -0.0076 -0.0483
O 2.4015 7.6147 20.5232 -0.0027 0.0229 -0.0577
O -8.9072 9.9757 19.3059 -0.0007 -0.0036 -0.0299
O 0.0496 16.3437 17.5361 -0.0033 -0.0225 -0.0367
O 18.1241 5.8164 23.7337 -0.0169 0.0089 -0.0367
O 12.9724 5.1744 31.4373 0.0092 -0.007 -0.0363
O 7.5944 42.0173 16.6023 -0.0016 -0.0006 -0.0379
O 16.4658 -0.141 33.2048 -0.0035 -0.0019 -0.0449
O 16.4943 -9.5634 30.9484 0.0135 0.0026 -0.0414
O 8.001 3.4242 33.1701 -0.0105 0.0158 -0.0398
O -0.69 16.9428 27.8214 -0.0138 -0.0012 -0.0344
O 12.2602 10.8487 22.1066 -0.0104 0.0026 -0.0255
O -2.4846 1.1741 23.8384 -0.0042 -0.0048 -0.0235
O 15.9527 16.962 27.3524 0.0031 0.0063 -0.0175
O -6.0795 -0.4049 26.2551 0.0099 -0.0095 -0.0455
O 25.1089 20.3538 28.2031 0.0005 0.0043 -0.0153
O 0.7513 9.8301 28.3471 -0.0018 0.0017 -0.0408
O 14.3134 -3.2067 30.9136 0.0119 -0.0044 -0.0299
O 10.9158 -5.6827 33.0455 0.009 0.0024 -0.0443
O 15.6834 -1.1265 30.9212 0.0044 -0.0075 -0.037
O 4.2047 6.7905 34.1135 -0.0001 0.003 -0.0251
O 1.1594 7.418 32.3362 0 -0.0021 -0.0246
H 0.818 3.543 43.6043 -0.3361 -0.3105 -0.2576
H -0.8225 1.8964 43.6043 0.2725 0.2848 -0.2987
H 3.5389 0.8174 43.6201 -0.3383 -0.3222 -0.2549
H 1.8993 -0.8301 43.6201 0.2699 0.3345 -0.2962
H -0.8254 7.3536 43.6599 0.2723 0.283 -0.2707
H 0.8298 8.9856 43.6599 -0.3097 -0.3295 -0.2399
H 1.8892 4.6075 43.6473 0.3258 0.3041 -0.2589
H 3.5353 6.2487 43.6473 -0.2854 -0.2716 -0.2524
H 4.6014 1.8801 43.6477 0.3094 0.3338 -0.2706
H 6.2339 3.5348 43.6477 -0.2725 -0.2929 -0.24
H 7.3433 -0.8406 43.6491 0.316 0.314 -0.2626
H 8.9838 0.8061 43.6491 -0.2996 -0.2779 -0.2475
H 4.6316 7.3379 43.6129 0.2924 0.2421 -0.2988
H 6.279 8.9778 43.6129 -0.325 -0.3257 -0.2572
H 7.3246 4.6298 43.62 0.2664 0.2757 -0.299
H 8.9716 6.2701 43.62 -0.2982 -0.2879 -0.2595
H 0.511 3.2397 6.0012 0.337 0.3807 0.2334
H 2.1599 4.8779 6.0012 -0.193 -0.2875 0.3035
H 3.2321 0.5134 6.0145 0.3626 0.3752 0.2228
H 4.8757 2.157 6.0145 -0.2289 -0.2711 0.3206
H 0.5523 8.7117 6.0079 0.2729 0.2249 0.2827
H 2.1934 10.3577 6.0079 -0.3427 -0.387 0.233
H 4.916 7.62 5.9867 -0.2972 -0.3657 0.2529
H 3.267 5.9817 5.9867 0.2172 0.287 0.2692
H 5.9617 3.2578 5.9784 0.2204 0.3407 0.2305
H 7.6021 4.9046 5.9784 -0.3255 -0.2773 0.2706
H 10.3524 2.1889 5.9877 -0.3485 -0.35 0.2507
H 8.7155 0.5386 5.9877 0.3099 0.1995 0.2662
H 5.9763 8.6754 6.0068 0.3939 0.2871 0.2377
H 7.616 10.323 6.0068 -0.2604 -0.2347 0.3056
H 10.3281 7.6152 5.9972 -0.3121 -0.1928 0.2836
H 8.6791 5.9771 5.9972 0.3196 0.313 0.2509

Results
free energy: -161612.097 eV
free energy less fixed offsets of H -15.71, O -570.45, Si -639.56 eV per atom: -5.857 eV

The program warned: the cutoff lies below the one the program advises for these potential files; the forces do not sum to zero within the program's tolerance; empty levels may hold ghost states of the PAW files; the exchange-correlation potential is rough where the density is thin.
